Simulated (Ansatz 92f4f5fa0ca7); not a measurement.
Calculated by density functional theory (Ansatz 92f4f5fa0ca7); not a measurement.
Periodic cell of 243 atoms, Si149O94, from a study of silicon, its oxide and their interface. The atomic structure is a simulated model.
This geometry differs little from another in the collection (a relaxation step or a small displacement).

Settings
functional: r2SCAN
potential files: Ansatz PAW
basis: plane waves
wave-function cutoff: 800 eV
density cutoff ratio: 5
exchange-correlation grid ratio: 1
k mesh: 1 x 1 x 1, Gamma-centred
self-consistency stop: 5e-08 eV per atom in the density residual
occupations: fixed
spin: none
net charge: 0

Cell vectors (angstrom)
a	11.6015	0	0
b	0	10.938	0
c	0	0	32.5458

Atoms: element, x, y, z (angstrom)
Si	-0.1741	-0.0692	23.8279
Si	3.7192	0.0366	23.791
Si	7.6786	-0.0703	23.9055
Si	1.7293	1.3217	23.7455
Si	5.7316	1.2769	23.8622
Si	9.4829	1.3933	23.9274
Si	0.0068	5.311	23.7509
Si	3.9728	5.2367	23.8682
Si	7.5078	5.5665	23.7038
Si	2.0083	6.6073	23.9535
Si	5.5613	6.9521	23.8197
Si	9.6499	6.652	23.7804
Si	1.8789	2.6388	25.747
Si	5.8098	2.6601	25.805
Si	9.6182	2.7993	25.7964
Si	11.6061	4.0679	25.7748
Si	3.8495	3.9477	25.8071
Si	7.6583	4.1699	25.7189
Si	1.8728	8.0989	25.8354
Si	5.6778	8.247	25.7795
Si	9.5899	8.0651	25.7502
Si	11.508	9.4703	25.7624
Si	3.7359	9.593	25.7687
Si	7.6761	9.4785	25.7897
Si	11.5537	-0.0391	27.6862
Si	3.8239	-0.0047	27.7135
Si	7.7234	-0.0319	27.7009
Si	1.8858	1.3298	27.7131
Si	5.7917	1.3199	27.7333
Si	9.6343	1.3665	27.7007
Si	11.5714	5.4513	27.7078
Si	3.8312	5.4295	27.6915
Si	7.6786	5.4695	27.7016
Si	1.8999	6.7958	27.7669
Si	5.739	6.8305	27.6937
Si	9.628	6.7978	27.7278
Si	1.9336	2.7345	29.6465
Si	5.8008	2.7345	29.6465
Si	9.6679	2.7345	29.6465
Si	0	4.1018	29.6465
Si	3.8672	4.1018	29.6465
Si	7.7343	4.1018	29.6465
Si	1.9336	8.2035	29.6465
Si	5.8008	8.2035	29.6465
Si	9.6679	8.2035	29.6465
Si	0	9.5708	29.6465
Si	3.8672	9.5708	29.6465
Si	7.7343	9.5708	29.6465
Si	0	0	31.5801
Si	3.8672	0	31.5801
Si	7.7343	0	31.5801
Si	1.9336	1.3673	31.5801
Si	5.8008	1.3673	31.5801
Si	9.6679	1.3673	31.5801
Si	0	5.469	31.5801
Si	3.8672	5.469	31.5801
Si	7.7343	5.469	31.5801
Si	1.9336	6.8362	31.5801
Si	5.8008	6.8362	31.5801
Si	9.6679	6.8362	31.5801
Si	1.9336	2.7345	0.9679
Si	5.8008	2.7345	0.9679
Si	9.6679	2.7345	0.9679
Si	0	4.1018	0.9679
Si	3.8672	4.1018	0.9679
Si	7.7343	4.1018	0.9679
Si	1.9336	8.2035	0.9679
Si	5.8008	8.2035	0.9679
Si	9.6679	8.2035	0.9679
Si	0	9.5708	0.9679
Si	3.8672	9.5708	0.9679
Si	7.7343	9.5708	0.9679
Si	11.6473	0.0319	2.8971
Si	3.8978	0.0303	2.8548
Si	7.762	0.0222	2.9242
Si	1.9613	1.407	2.9076
Si	5.835	1.3845	2.905
Si	9.7139	1.376	2.9152
Si	11.6286	5.5214	2.899
Si	3.9285	5.5097	2.9005
Si	7.8005	5.4778	2.9109
Si	1.9749	6.8623	2.9236
Si	5.8672	6.8473	2.895
Si	9.712	6.8863	2.9368
Si	1.9717	2.9277	4.7485
Si	5.8821	2.737	4.8546
Si	9.7973	2.7293	4.8633
Si	11.6175	4.2574	4.8883
Si	3.9497	4.162	4.8411
Si	7.8421	4.0709	4.8258
Si	1.966	8.2439	4.8611
Si	5.8684	8.1857	4.8437
Si	9.7404	8.3449	4.8483
Si	11.6934	9.6897	4.8827
Si	3.9414	9.5966	4.7495
Si	7.7834	9.6157	4.8848
Si	11.9383	0.1578	6.8317
Si	3.9626	0.1732	6.5682
Si	7.9635	0.0111	6.8683
Si	2.1152	1.6729	6.6726
Si	6.0148	1.3542	6.8026
Si	9.8809	1.3915	6.8723
Si	11.4754	5.6478	6.9001
Si	3.8312	5.4989	6.8142
Si	7.9104	5.464	6.7309
Si	1.933	6.9047	6.8677
Si	5.87	6.6964	6.731
Si	9.6167	7.1011	6.8279
O	3.7144	4.6509	8.232
O	6.0253	7.7013	8.0275
O	3.5768	10.0072	7.7294
O	9.7886	2.3662	8.2069
O	2.084	2.5759	8.0784
O	9.4662	7.9242	8.2828
O	8.0981	10.1478	8.3104
O	2.074	7.8877	8.199
O	6.1028	2.3894	8.0971
O	11.0594	4.6891	8.2082
O	8.3661	4.5991	8.085
O	0.8786	10.2199	8.1587
O	4.982	7.7244	22.4264
O	9.1285	2.3395	22.593
O	11.4129	9.8758	22.4996
O	4.4096	4.4142	22.4547
O	3.7422	10.0346	22.4259
O	2.3433	7.8071	22.8719
O	5.8484	2.2053	22.5014
O	9.9041	7.6556	22.5131
O	1.5302	2.2249	22.3633
O	7.082	4.5798	22.4385
O	0.0111	4.3718	22.3823
O	7.9628	10.0464	22.4878
Si	3.5693	8.4746	22.0439
Si	0.5806	5.3725	16.3221
Si	8.7039	8.9893	9.2706
Si	1.5427	7.9556	12.1755
Si	3.6568	2.8618	17.2774
Si	9.6048	9.512	14.5928
Si	1.8612	4.6916	19.0112
Si	6.3217	9.4291	18.699
Si	1.4559	5.1388	11.4365
Si	6.0869	4.8832	11.2403
Si	0.562	3.1544	21.4447
Si	9.7037	3.9073	8.7112
Si	7.5	1.0537	17.1838
Si	1.8527	7.958	15.1923
Si	7.9745	4.9314	13.6512
Si	1.0609	9.6279	17.6411
Si	5.8395	0.4494	11.7683
Si	3.3071	1.4402	13.0458
Si	7.173	3.5718	19.2258
Si	3.9975	9.9964	14.9316
Si	10.5556	0.5352	16.6779
Si	9.3168	2.1926	20.9782
Si	3.8939	9.1133	11.0025
Si	5.5584	4.6596	15.53
Si	3.799	10.9101	17.9516
Si	8.3635	10.1578	20.9164
Si	2.9504	3.5053	9.096
Si	10.3098	3.9594	11.7771
Si	0.9946	2.4965	15.6039
Si	0.4956	1.4744	12.6129
Si	5.7967	3.7124	21.9129
Si	9.3926	6.7334	15.7466
Si	10.7822	8.6662	21.6163
Si	5.73	2.3754	9.6706
Si	6.8746	10.849	14.4671
Si	10.6769	9.6796	11.712
Si	6.0995	7.5098	9.6288
Si	2.2804	9.4641	8.5304
Si	1.6681	7.666	19.9359
Si	6.943	6.4077	17.6394
Si	3.7143	4.3685	13.2438
O	4.1139	2.5889	9.7679
O	0.3375	8.7215	11.4359
O	4.6659	7.9538	10.2108
O	4.7735	9.9396	18.8302
O	2.4437	2.3354	16.3229
O	3.1955	0.133	14.0028
O	4.1116	1.5591	18.157
O	1.9792	4.1888	10.2175
O	6.2765	0.9712	10.2992
O	5.9285	3.5589	20.2964
O	3.0192	8.3769	20.5175
O	6.4096	7.8388	18.2665
O	1.7935	6.6907	11.1923
O	8.0346	9.7896	14.7715
O	2.1131	6.128	19.7107
O	2.2284	10.6078	18.209
O	7.0972	9.5746	20.1089
O	10.9246	2.3228	20.7883
O	0.784	4.0801	15.3685
O	0.735	4.9089	17.8665
O	5.9058	5.9241	16.4851
O	1.6676	6.5367	15.9615
O	8.5428	3.311	20.088
O	5.5299	9.9581	14.4573
O	8.6286	6.1854	14.4276
O	7.0681	2.3722	18.083
O	7.0011	10.5325	17.7116
O	1.2099	9.1545	16.0913
O	3.3777	8.4912	14.9658
O	3.4876	2.8592	13.8074
O	4.6312	4.6273	11.9217
O	8.7114	0.7568	20.5174
O	2.2168	4.8021	12.8317
O	2.0242	1.4494	12.0385
O	7.4521	8.3011	10.078
O	9.9659	8.2106	15.4659
O	11.2485	10.4205	17.7133
O	6.9936	0.4679	12.9208
O	3.1665	4.0533	18.2773
O	4.9127	3.4492	16.4133
O	8.3859	6.7459	17.0013
O	9.7022	9.2942	20.5804
O	6.5108	3.4969	10.5299
O	11.304	0.1685	12.1232
O	9.1163	1.012	17.2145
O	4.6792	1.4526	12.2217
O	0.7715	1.7121	14.2014
O	1.1618	8.2906	18.5346
O	11.4497	5.1175	11.7056
O	5.1238	-0.9705	11.5821
O	-0.1182	1.855	16.5875
O	10.6628	5.8309	16.1151
O	10.4108	10.7799	15.2057
O	4.0607	10.5901	16.4085
O	1.1357	7.7569	13.7417
O	9.7128	9.6137	10.3974
O	1.4013	3.6915	20.1841
O	9.8698	9.216	13.0316
O	2.7386	9.7545	10.0534
O	9.2164	4.0874	12.9887
O	4.4245	5.1604	14.4685
O	6.9543	1.0848	15.6194
O	6.162	5.9576	10.0457
O	9.586	3.9255	10.3257
O	7.0963	5.4065	12.3841
O	7.1558	5.0919	18.6065
O	11.1758	2.6355	12.0222
O	0.3693	7.8359	20.9034
O	6.9283	4.2056	14.7081
O	3.0048	8.6531	12.2635

Results
free energy: -148914.662 eV
free energy less fixed offsets of O -570.45, Si -639.56 eV per atom: 2.078 eV

Forces (eV/angstrom), in the order of the atoms: element, x, y, z
Si	-0.0216	-0.005	-0.0216
Si	0.0069	-0.049	-0.0301
Si	-0.0218	0.0047	-0.0324
Si	-0.0206	0.0052	-0.023
Si	-0.0007	0.0076	-0.0167
Si	0.0352	-0.0086	-0.0388
Si	-0.0122	0.0172	0.0213
Si	0.0342	0.0232	0.0059
Si	-0.014	0.0161	-0.0173
Si	0.0012	-0.0188	-0.0554
Si	-0.0377	-0.018	0.0132
Si	0.0319	0.0096	-0.0187
Si	0.0061	-0.0002	0.008
Si	-0.0039	-0.0078	0.0045
Si	-0.0042	-0.0034	0.0222
Si	0.0031	0.0078	-0.0184
Si	-0.0046	0.0104	0.0045
Si	0.0072	-0.0018	0.0065
Si	-0.0005	0.0101	-0.0033
Si	0.0075	-0.0087	-0.0167
Si	-0.0039	-0.001	-0.0042
Si	0.003	0.0039	-0.0071
Si	-0.0002	0.0056	0.0014
Si	0.0046	-0.0054	0.0322
Si	-0.0007	-0.0039	-0.0072
Si	-0.0006	-0.0011	-0.0015
Si	0.0026	0.0009	-0.0053
Si	-0.004	0.002	0.0014
Si	0.0006	0.0028	-0.0016
Si	-0.0026	0.0025	-0.0034
Si	-0.0081	-0.0038	-0.0044
Si	-0.0042	0.0008	-0.0131
Si	-0.0056	-0.0025	0.0015
Si	0.0097	-0.0102	0.0061
Si	0.0002	0.0036	0.0012
Si	0.0009	-0.0011	0.0026
Si	-0.1098	-0.0702	-0.1146
Si	0.0075	-0.0988	0.0183
Si	0.0065	-0.0518	-0.0375
Si	-0.0305	-0.1132	-0.0169
Si	-0.002	-0.1161	-0.0699
Si	-0.1165	-0.0284	-0.1301
Si	0.0124	-0.0105	0.212
Si	-0.1075	-0.0404	-0.1252
Si	-0.024	-0.057	0.0061
Si	-0.0966	-0.0703	-0.0575
Si	-0.016	-0.0265	-0.0216
Si	0.0521	-0.1095	-0.0117
Si	0.0104	0.0658	0.0064
Si	0.0091	-0.018	-0.0286
Si	-0.0055	0.0827	0.0454
Si	0.0074	-0.0521	-0.0119
Si	-0.0009	-0.0326	-0.0107
Si	-0.0071	-0.0543	0.0001
Si	-0.0063	0.0693	0.0099
Si	-0.0047	0.0637	0.0116
Si	0.009	0.0507	0.0221
Si	-0.0012	-0.0018	0.048
Si	0.0013	-0.0461	-0.0331
Si	0.0106	-0.075	0.0108
Si	0.0391	0.1203	-0.0751
Si	0.0312	0.0902	0.0293
Si	0.0118	0.0263	0.0783
Si	0.0184	0.0971	0.1463
Si	0.0392	0.0908	0.1004
Si	0.1038	0.0647	0.0349
Si	0.0577	0.0367	0.0794
Si	0.1255	0.0897	-0.0192
Si	-0.0205	0.1152	0.0997
Si	0.069	0.0286	0.0852
Si	-0.0279	0.0477	-0.254
Si	0.0484	0.0876	0.1353
Si	0	-0.0084	0.0002
Si	0.0022	0.0114	-0.0042
Si	0.0011	-0.0041	-0.0028
Si	0.002	0.0004	0.019
Si	-0.0011	0.0012	0.0086
Si	-0.004	0.005	0.0045
Si	0.0021	-0.0061	0.0004
Si	-0.0051	-0.0023	-0.0021
Si	-0.0009	-0.0002	0.004
Si	-0.0027	0.0016	0.0043
Si	0.0041	-0.0047	0.0057
Si	-0.0033	0.0079	0.0106
Si	-0.0098	-0.0089	-0.012
Si	-0.0094	0.0004	-0.0198
Si	0.0062	-0.0117	0.007
Si	0.0031	0.0052	-0.0018
Si	0.0154	-0.0004	0.0141
Si	0.0053	0.0003	-0.001
Si	0.0046	-0.0033	0.012
Si	0.0033	0.0096	-0.0241
Si	0.0022	-0.0116	0.0005
Si	-0.0031	0.005	-0.0079
Si	-0.0068	-0.0172	0.0011
Si	-0.0066	0.0022	0.0013
Si	0.0045	0.0011	0.0057
Si	-0.0171	0.0112	0.022
Si	0.0266	0.0092	0.0149
Si	0.0111	0.0095	0.0093
Si	-0.0117	-0.0175	0.0165
Si	-0.0097	0.0254	-0.0039
Si	-0.0172	0.0087	0.0065
Si	-0.0171	0.0115	-0.006
Si	0.0173	0.0142	0.0035
Si	0.0171	0.0188	-0.0009
Si	-0.001	-0.0366	0.062
Si	0.0008	0.0034	-0.0044
O	-0.0341	-0.0543	0.0234
O	0.0019	-0.018	0.0776
O	-0.0239	-0.0188	0.0123
O	-0.0061	0.0441	0.0011
O	0.0382	0.0311	0.0172
O	-0.0321	0.041	0.0307
O	0.0102	-0.0425	0.0028
O	0.0064	0.0587	-0.0043
O	-0.0148	-0.0074	0.0632
O	-0.0393	-0.0426	0.0099
O	0.0287	-0.0252	0.0127
O	0.0319	-0.0273	-0.0017
O	-0.0467	0.0423	0.0027
O	-0.0099	-0.0163	-0.0551
O	-0.0232	-0.0408	-0.0151
O	0.0392	-0.0366	-0.005
O	0.0043	-0.0038	0.028
O	0.0263	0.0342	-0.0147
O	0.0081	0.0332	-0.0019
O	0.0373	0.0378	-0.0147
O	-0.0245	0.0201	0.0078
O	-0.038	-0.043	-0.0117
O	0.0396	-0.0869	-0.044
O	0.0026	0.0239	-0.0376
Si	0.0071	-0.0385	0.0218
Si	-0.0092	-0.0136	0.0053
Si	-0.0003	-0.0035	-0.0264
Si	0.0145	0.0011	-0.017
Si	0.0022	0.0137	0.0219
Si	-0.0104	-0.0231	0.0116
Si	0.0034	-0.0246	0.0175
Si	-0.0077	0.0031	0.0001
Si	0.0001	0.0201	0.0099
Si	0.0134	-0.0158	-0.0265
Si	-0.0214	0.022	0.0105
Si	0.0079	0.0156	-0.0422
Si	-0.0087	-0.0029	0.0013
Si	0.0079	0.0125	-0.0028
Si	-0.0066	0.0091	-0.0113
Si	-0.0005	-0.0158	0.0073
Si	-0.0074	-0.0051	0.0042
Si	0.0161	-0.0098	-0.0053
Si	-0.0005	-0.0107	0.0151
Si	0.0055	0.0052	0.0132
Si	0.0107	-0.0175	0.0143
Si	0.0174	-0.001	0.0437
Si	-0.0068	-0.0035	0.02
Si	0.0023	0.0057	0.0128
Si	0.0181	-0.0223	-0.0408
Si	0.0217	-0.0072	0.009
Si	0.0228	-0.0022	-0.0297
Si	0.0195	-0.0204	-0.0054
Si	0.0022	0.0072	0.0052
Si	-0.0011	0.0088	-0.0213
Si	-0.0062	0.0327	0.0253
Si	0.0234	-0.0026	0.0358
Si	-0.0054	-0.0077	0.0297
Si	0.0018	0.0116	-0.0369
Si	0.0098	-0.0146	0
Si	0.009	-0.0072	-0.0007
Si	-0.0007	-0.011	-0.0445
Si	-0.0085	-0.0177	-0.0287
Si	-0.0108	-0.005	0.0203
Si	0.0208	0.0097	-0.0113
Si	-0.0152	-0.0056	0.0141
O	0.0297	0.0072	-0.0135
O	-0.0029	0.0071	0.046
O	0.0062	0.0523	0.0233
O	0.0289	0.0444	-0.0489
O	-0.0091	0.0155	0.0043
O	0.0234	0.0312	-0.0077
O	-0.0368	-0.0136	-0.0614
O	-0.0004	0.0226	0.0246
O	-0.0518	0.0259	0.0491
O	0.0525	-0.0007	-0.0008
O	-0.0527	-0.0178	0.0192
O	0.0154	0.0009	-0.0183
O	-0.0262	-0.0253	0.0543
O	0.0392	0.033	-0.0317
O	-0.0393	-0.001	-0.0156
O	0.0059	-0.0321	-0.0419
O	0.0233	0.0206	-0.0317
O	-0.0192	0.0152	0.0333
O	-0.0031	0.0013	0.0446
O	0.0715	-0.0072	0.0018
O	0.0245	-0.025	0.0013
O	-0.0322	0.0118	-0.0184
O	-0.0353	-0.0331	-0.0078
O	-0.0146	0.0373	0.0217
O	0.0163	-0.0148	0.0261
O	0.0114	-0.0035	0.0076
O	-0.0106	0.0039	0.0181
O	0.0289	-0.0298	0.0228
O	-0.0598	0.0298	0.0143
O	0.0074	-0.0032	-0.0603
O	0.0253	0.0056	0.0071
O	-0.009	-0.0082	0.013
O	0.0306	-0.0117	-0.0373
O	-0.0179	0.0049	0.0804
O	-0.0115	-0.0161	-0.0427
O	-0.0669	-0.0331	-0.0254
O	0.0354	0.0081	-0.0551
O	-0.0612	-0.0281	0.0286
O	-0.0696	-0.0168	-0.0227
O	-0.0252	0.016	-0.001
O	0.0033	-0.0111	-0.0502
O	-0.0385	0.0191	0.0507
O	-0.0522	0.0563	0.0162
O	0.0141	0.0088	0.0075
O	-0.0097	-0.0073	-0.0336
O	-0.0127	-0.0321	0.0141
O	0.0039	0.0208	-0.014
O	0.0162	0.0388	0.0019
O	0.0283	-0.0654	-0.0127
O	-0.0429	0.0096	-0.028
O	0.0129	-0.0277	-0.0454
O	-0.0524	0.0538	-0.0317
O	-0.0266	-0.0246	0.0221
O	-0.0018	-0.0086	0.0243
O	0.0397	0.0154	-0.0124
O	0.01	-0.0158	0.0171
O	0.0196	0.0518	-0.0446
O	0.0099	0.0262	0.0208
O	0.0496	-0.0309	0.0179
O	-0.0057	0.0237	-0.0233
O	0.0047	-0.0677	-0.0224
O	0.0201	-0.0482	0.0073
O	-0.0078	-0.0065	0.0524
O	0.0299	-0.0002	0.0254
O	-0.0203	-0.041	-0.0137
O	0.0022	0.0065	-0.0164
O	0.0111	0.0119	0.0136
O	0.0275	0.0068	-0.0272
O	-0.011	0.032	-0.0109
O	-0.0169	-0.0023	-0.0704

The program warned: the cutoff lies below the one the program advises for these potential files; the forces do not sum to zero within the program's tolerance; empty levels may hold ghost states of the PAW files; the exchange-correlation potential is rough where the density is thin.
